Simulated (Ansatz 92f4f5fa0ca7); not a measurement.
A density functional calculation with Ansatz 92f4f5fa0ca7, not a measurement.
Periodic cell of 237 atoms, Si146O90B1, from a study of silicon, its oxide and their interface. The atomic structure is a simulated model.
Doubt: the cutoff is far below the 930 eV that the study's wrapper takes by default for these files, so forces and energies are approximate.
This geometry differs little from another in the collection (a relaxation step or a small displacement).

Settings: functional PBE; potential files Ansatz PAW; basis plane waves; wave-function cutoff 580 eV; density cutoff ratio 5; exchange-correlation grid ratio 1; k mesh 1 x 1 x 1, Gamma-centred; self-consistency stop 5e-08 eV per atom in the density residual; occupations fixed; spin none; net charge -1 e, with a uniform compensating background and no finite-size correction.

Cell vectors (angstrom)
a, 11.6015, 0, 0
b, 0, 10.938, 0
c, 0, 0, 32.0622

Atoms: element, x, y, z (angstrom)
Si, -0.1943, -0.061, 23.2944
Si, 3.6696, 0.202, 23.1205
Si, 7.5511, -0.135, 23.4684
Si, 1.6879, 1.3818, 23.4303
Si, 5.7338, 1.4071, 23.2087
Si, 9.4411, 1.2291, 23.3781
Si, 0.1584, 5.3134, 23.4795
Si, 4.1238, 5.2931, 23.4163
Si, 8.0329, 5.6075, 23.5715
Si, 2.1593, 6.5795, 23.3938
Si, 5.9676, 6.7677, 23.5021
Si, 10.008, 6.8689, 23.6248
Si, 1.903, 2.6643, 25.4035
Si, 5.8323, 2.6539, 25.2743
Si, 9.6292, 2.6842, 25.2825
Si, 11.5963, 4.0081, 25.4078
Si, 3.8939, 3.9742, 25.3474
Si, 7.7435, 4.0945, 25.371
Si, 1.9726, 8.1503, 25.2176
Si, 5.7745, 8.1683, 25.3861
Si, 9.7115, 8.2638, 25.4593
Si, 11.6383, 9.5657, 25.2843
Si, 3.8645, 9.5901, 25.0904
Si, 7.6904, 9.5223, 25.4317
Si, 11.6466, -0.0147, 27.2364
Si, 3.8996, -0.0565, 27.1448
Si, 7.7581, -0.0235, 27.3189
Si, 1.9824, 1.312, 27.3074
Si, 5.8287, 1.3203, 27.2268
Si, 9.6927, 1.3308, 27.2336
Si, 11.5888, 5.4713, 27.265
Si, 3.8452, 5.4235, 27.2449
Si, 7.7127, 5.4646, 27.2961
Si, 1.9349, 6.8269, 27.2113
Si, 5.7595, 6.8029, 27.3019
Si, 9.653, 6.8232, 27.3218
Si, 1.9406, 2.7195, 29.2115
Si, 5.793, 2.7204, 29.1551
Si, 9.6773, 2.7249, 29.1711
Si, 0.0103, 4.0966, 29.191
Si, 3.8617, 4.0925, 29.1996
Si, 7.732, 4.0855, 29.2097
Si, 1.9371, 8.1836, 29.1765
Si, 5.7943, 8.1828, 29.2197
Si, 9.6686, 8.1899, 29.2483
Si, 0.004, 9.5565, 29.1829
Si, 3.8692, 9.5577, 29.1429
Si, 7.7324, 9.5515, 29.2417
Si, -0.0002, -0.0024, 31.1247
Si, 3.8546, 0.0015, 31.0969
Si, 7.727, 0.018, 31.1503
Si, 1.9257, 1.3729, 31.1488
Si, 5.7838, 1.3741, 31.0996
Si, 9.673, 1.3718, 31.1241
Si, 0.0105, 5.4646, 31.1285
Si, 3.8611, 5.4703, 31.1349
Si, 7.7367, 5.4516, 31.1559
Si, 1.9348, 6.8451, 31.1496
Si, 5.8002, 6.8238, 31.1516
Si, 9.6738, 6.8203, 31.1761
Si, 1.9251, 2.7531, 1.0205
Si, 5.7697, 2.7444, 0.9748
Si, 9.6843, 2.7345, 1.0144
Si, 0.0006, 4.135, 1.0164
Si, 3.8453, 4.1377, 1.0264
Si, 7.7321, 4.0851, 1.0307
Si, 1.9261, 8.1971, 1.0568
Si, 5.7833, 8.2267, 0.9963
Si, 9.6711, 8.221, 1.0317
Si, 0.0055, 9.5875, 1.0136
Si, 3.843, 9.5893, 0.9939
Si, 7.7311, 9.5709, 1.0066
Si, 11.6236, -0.0263, 2.9902
Si, 3.8285, -0.0365, 2.9899
Si, 7.7332, 0.0208, 2.9188
Si, 1.9284, 1.3783, 2.9452
Si, 5.7824, 1.3315, 2.8639
Si, 9.6768, 1.348, 2.9465
Si, 11.6137, 5.5664, 2.9132
Si, 3.8275, 5.5565, 2.9434
Si, 7.7317, 5.5181, 2.9293
Si, 1.9122, 6.9862, 3.1201
Si, 5.7992, 6.8577, 2.9149
Si, 9.66, 6.8896, 2.9914
Si, 1.904, 2.8353, 4.8267
Si, 5.8252, 2.7332, 4.7379
Si, 9.5961, 2.8005, 4.8174
Si, 11.5326, 4.1431, 4.783
Si, 3.9104, 4.1128, 4.8172
Si, 7.7103, 4.197, 4.88
B, 1.9333, 8.1333, 4.8237
Si, 5.7401, 8.2756, 4.7978
Si, 9.6947, 8.3235, 4.9133
Si, 11.8166, 9.4504, 4.8797
Si, 3.6119, 9.3168, 4.8059
Si, 7.7089, 9.6705, 4.8955
Si, 11.6131, 0.1481, 6.694
Si, 3.7422, -0.0892, 6.5923
Si, 7.713, 0.0761, 6.8991
Si, 2.0362, 1.4747, 6.7418
Si, 5.6942, 1.2674, 6.5883
Si, 9.6864, 1.4999, 6.7771
Si, 11.5691, 5.5541, 6.6615
Si, 3.9096, 5.4862, 6.7451
Si, 7.7257, 5.6645, 6.8129
Si, 1.9578, 6.8389, 6.4521
Si, 5.7972, 6.9587, 6.7277
Si, 9.7399, 7.0172, 6.895
O, 9.9635, 7.9567, 8.2948
O, 7.6528, 9.9475, 8.2133
O, 7.3754, 4.7234, 8.1545
O, 3.3982, 10.3797, 8.1866
O, 1.9909, 7.6547, 7.9209
O, 3.9142, 4.5932, 8.1911
O, 9.9031, 2.449, 8.1514
O, 2.5783, 2.3087, 8.1233
O, 11.4737, 4.6359, 8.0618
O, 5.3088, 2.3515, 7.7908
O, 5.8245, 7.9645, 8.0785
O, 11.2608, 10.3171, 8.1241
O, 11.2791, 10.0834, 21.8132
O, 3.2328, 10.718, 21.534
O, 5.7834, 7.7641, 22.1723
O, 4.2228, 4.452, 21.9565
O, 7.6797, 9.6866, 22.2041
O, 10.3085, 7.6728, 22.1989
O, 1.6194, 2.4033, 22.1158
O, 5.945, 2.4391, 21.8922
O, 8.4421, 4.7054, 22.2288
O, -0.0683, 4.4523, 22.049
O, 2.3459, 7.354, 21.9384
O, 9.1228, 1.873, 21.8717
Si, 1.8891, 7.8121, 9.5082
Si, 5.0403, 0.5701, 17.686
Si, 2.494, 5.4282, 13.9601
Si, 10.5645, 3.8643, 14.0224
Si, 8.2715, 2.399, 15.2422
Si, 9.546, 2.2462, 20.3511
Si, 10.5775, 3.672, 9.0107
Si, 0.0457, 2.3248, 11.5308
Si, 11.0387, 8.1328, 15.3678
Si, 5.172, 6.9362, 13.9617
Si, 5.7519, 2.6301, 11.0805
Si, 8.5855, 7.6733, 19.3994
Si, 8.119, 4.851, 20.6456
Si, 5.9274, 9.5922, 15.1877
Si, 2.1109, 7.629, 20.3587
Si, 1.9233, 4.8928, 18.7804
Si, 4.5013, 3.441, 18.0196
Si, 8.518, 8.927, 16.8123
Si, 0.8306, 9.4831, 13.2631
Si, 9.9134, 10.6628, 11.6889
Si, 5.3523, 3.7075, 21.03
Si, 0.601, 5.5268, 16.2266
Si, 10.752, 9.1465, 9.1107
Si, 6.5693, 8.8933, 21.3041
Si, 7.1436, 7.1033, 11.4638
Si, 2.6839, 0.7342, 12.1885
Si, 10.8885, 8.6797, 21.0644
Si, 6.0246, 4.3273, 15.6211
Si, 7.0846, 0.5075, 12.9493
Si, 4.0148, 2.992, 8.5502
Si, 0.8851, 6.7522, 11.8187
Si, 6.5747, 9.0379, 9.0534
Si, 0.6659, 3.2919, 21.1526
Si, 9.8145, 6.5124, 12.8598
Si, 7.7454, 4.5227, 9.7191
Si, 3.9858, 10.0683, 20.2281
Si, 4.2685, 3.0371, 13.5034
Si, 3.8572, 10.0124, 9.7031
Si, 8.065, 0.7863, 18.0217
O, 11.5075, 3.2143, 12.8832
O, 9.3707, 4.4567, 9.8108
O, 8.8069, 3.6111, 19.8716
O, 4.0444, -0.0736, 18.8101
O, 11.3331, 4.5454, 15.2801
O, 9.8377, 9.7915, 10.3103
O, 3.7684, 1.5325, 13.1235
O, 0.6573, 9.0683, 14.8361
O, 6.4811, 0.9585, 18.3768
O, 4.7665, 3.1719, 19.6114
O, 6.2393, 1.1894, 11.7235
O, 0.5166, 8.6405, 9.8422
O, 5.6428, 4.3136, 17.2208
O, 8.4564, 7.2245, 12.3983
O, 4.4092, 2.6837, 10.1253
O, 2.0747, 5.6534, 15.5215
O, 3.3904, 0.0664, 10.8967
O, 5.9083, 7.206, 12.5287
O, 2.2957, 6.3532, 19.3788
O, 0.6694, 4.94, 17.7425
O, 8.4221, 10.721, 12.3544
O, 5.4782, 10.0441, 9.7101
O, 0.5937, 8.186, 20.2259
O, 9.7645, 2.6201, 14.6805
O, 2.0061, 10.5894, 13.1946
O, 9.9509, 9.091, 16.0808
O, 6.1653, 10.3655, 13.7684
O, 7.4575, 1.6169, 14.0822
O, 1.6296, 3.9219, 20.0284
O, 5.8886, 5.7942, 14.9112
O, 7.3406, 8.9478, 15.7021
O, 1.5215, 1.6773, 11.5868
O, 7.2167, 8.2771, 10.3452
O, 4.3282, 1.9838, 17.2909
O, 7.0602, 3.1553, 10.2742
O, 11.5672, 7.0146, 16.4173
O, 8.3228, 10.1506, 17.8315
O, 3.2355, 8.5468, 10.0553
O, 7.5763, 3.8497, 15.506
O, 3.1456, 4.3065, 17.9024
O, 2.9123, 3.8982, 13.6594
O, 1.3295, 8.2033, 12.4097
O, 1.2299, 5.6774, 12.9832
O, 4.9892, 8.3084, 14.835
O, 11.1683, 2.392, 20.3453
O, 10.9785, 10.002, 12.734
O, 5.3047, 3.575, 12.3514
O, 5.0734, 3.1993, 14.9094
O, 6.488, 4.8046, 20.5716
O, 8.387, 1.5754, 16.6388
O, 10.4263, 1.2463, 11.4123
O, 10.8733, 6.614, 11.6192
O, 3.2466, 8.6748, 19.861
O, 1.7023, 6.4591, 10.4336
O, 7.17, 8.2029, 19.9774
O, 8.506, 7.5938, 17.7659
O, 3.6817, 6.4455, 13.5722
O, 9.573, 4.9632, 13.3196
O, 5.5176, 9.9832, 20.7539
O, 10.3579, 7.354, 14.1269
O, 8.7821, 6.1682, 19.9746
O, 7.1323, 5.6923, 10.6663
O, 5.263, 10.5413, 16.3666
O, 9.0519, 1.1638, 19.2515
O, 11.6082, 3.1948, 10.1698
O, 9.7443, 8.7111, 19.9014

Results
free energy: -144146.880 eV
free energy less fixed offsets of B -154.04, O -568.88, Si -635.61 eV per atom: 5.420 eV

Forces (eV/angstrom), in the order of the atoms: element, x, y, z
Si, -0.0048, -0.0151, -0.0311
Si, -0.0122, -0.0053, -0.0383
Si, 0.0032, -0.0159, -0.0208
Si, 0.0033, 0.0148, -0.0215
Si, 0.0037, 0.0193, -0.0237
Si, -0.0094, 0.012, -0.0345
Si, 0.001, -0.0117, -0.0236
Si, -0.0027, -0.0113, -0.0214
Si, 0.0054, -0.0134, -0.019
Si, 0.006, 0.0126, -0.0321
Si, 0, 0.0134, -0.0213
Si, 0.0008, 0.0099, -0.0244
Si, -0.002, 0.0077, 0.0051
Si, -0.0022, 0.007, 0.0101
Si, 0.0007, 0.0094, 0.0078
Si, -0.0005, -0.0071, 0.0031
Si, 0.0033, -0.0085, 0.0005
Si, -0.0002, -0.0126, -0.0046
Si, -0.0022, 0.0061, -0.001
Si, 0.0003, 0.0059, -0.0016
Si, 0.0024, 0.0095, -0.0029
Si, 0.0007, -0.0067, 0.0111
Si, -0.0002, -0.0057, 0.0121
Si, -0.0032, -0.0056, 0.0032
Si, 0.0049, 0.0026, 0.0028
Si, -0.0028, -0.0022, 0.0075
Si, -0.0024, 0.0071, -0.0039
Si, -0.0005, -0.0039, -0.0035
Si, 0.0021, -0.0004, 0.002
Si, -0.002, -0.003, 0.002
Si, -0.0021, 0.002, -0.0047
Si, 0.0019, 0.0024, -0.0059
Si, -0.0007, 0.0049, -0.0053
Si, 0.0003, 0.0026, 0.0082
Si, -0.0044, -0.0018, 0.0003
Si, 0.0052, -0.0076, 0.001
Si, 0.0155, 0.0039, 0.0032
Si, -0.0038, 0.0021, -0.0117
Si, 0.0092, 0.0081, -0.0137
Si, -0.0029, -0.0024, 0.0054
Si, -0.0115, -0.01, 0.0034
Si, -0.0044, -0.0035, 0.0135
Si, 0, 0.0056, -0.0048
Si, -0.0101, 0.0049, 0.0154
Si, -0.0072, 0.0125, 0.0148
Si, -0.0006, -0.0116, -0.0114
Si, 0.0109, -0.0121, -0.0251
Si, 0.0095, -0.0062, 0.0101
Si, 0.0077, 0.0094, -0.0027
Si, -0.0064, 0.0159, -0.0013
Si, -0.0012, -0.007, -0.0111
Si, -0.0023, -0.0025, -0.0111
Si, 0.0102, -0.0021, 0.0085
Si, -0.0042, -0.0123, 0.0085
Si, -0.0048, 0.0121, 0.0027
Si, 0.0096, 0.0161, -0.0059
Si, -0.0022, 0.0101, 0.0022
Si, 0.0009, -0.0161, 0.0017
Si, -0.001, 0.0001, -0.0087
Si, 0.0016, -0.0077, -0.0098
Si, 0.0078, -0.0159, 0.0094
Si, -0.0141, -0.0058, -0.0185
Si, -0.0018, 0.0039, -0.0015
Si, 0.0024, -0.0005, -0.0108
Si, 0.003, -0.0028, -0.0057
Si, 0.016, 0.0093, -0.0028
Si, 0.0024, 0.0269, -0.0167
Si, 0.0169, -0.0005, -0.0135
Si, -0.0125, 0.0044, 0.0059
Si, -0.0085, -0.0028, 0.0074
Si, 0.0005, -0.0054, 0.0212
Si, 0.0008, 0.0056, -0.0008
Si, 0.0189, -0.0048, -0.0049
Si, -0.0096, -0.0006, -0.0444
Si, -0.0001, -0.0128, -0.0034
Si, -0.0123, -0.0014, 0.0232
Si, -0.0156, -0.0076, 0.0093
Si, 0.011, -0.0023, 0.0035
Si, -0.0114, -0.008, 0.0413
Si, -0.0022, -0.0159, 0.0189
Si, 0.0009, -0.0123, 0.0006
Si, 0.0404, -0.0583, -0.0956
Si, -0.0062, 0.0179, -0.0018
Si, 0.0018, 0.0266, -0.0039
Si, 0.01, -0.0052, -0.0042
Si, -0.0031, 0.0114, 0.0143
Si, 0.007, 0.0132, -0.0058
Si, 0.0238, 0.0082, -0.0138
Si, -0.0442, -0.0063, -0.0344
Si, -0.0042, 0.007, -0.0035
B, -0.4517, 0.1577, 0.091
Si, 0.0158, 0.005, -0.0331
Si, -0.0564, -0.0243, -0.0262
Si, 0.2795, -0.067, 0.0319
Si, 0.1325, 0.1217, 0.0802
Si, 0.0313, -0.0094, 0.0061
Si, -0.0052, -0.0868, 0.0178
Si, -0.049, -0.0788, 0.0378
Si, -0.0059, -0.0363, 0.0421
Si, 0.048, 0.0452, 0.0375
Si, -0.0072, 0.0313, 0.0438
Si, 0.0063, 0.0047, 0.0708
Si, -0.0531, -0.0554, 0.0535
Si, -0.0009, -0.0469, 0.1099
Si, -0.0247, -0.0598, 0.0318
Si, 0.0953, 0.0811, 0.0724
Si, -0.019, 0.0656, 0.0502
Si, 0.0278, 0.0593, 0.0535
O, -0.0172, -0.0542, -0.0537
O, 0.021, 0.0331, -0.0361
O, 0.0049, 0.0382, -0.0879
O, 0.0024, 0.026, -0.0697
O, -0.012, -0.1038, -0.1981
O, 0.0073, 0.0532, -0.061
O, -0.0144, -0.0357, -0.0668
O, -0.038, -0.0314, -0.0519
O, 0.0316, 0.0586, -0.076
O, 0.0175, -0.0294, -0.0571
O, -0.0219, -0.0611, -0.062
O, 0.0158, 0.069, -0.0771
O, 0.0064, 0.0329, 0.0318
O, -0.0058, 0.0217, 0.0494
O, -0.0041, -0.0283, 0.0244
O, -0.013, 0.02, 0.029
O, 0.0082, 0.027, 0.0233
O, -0.0126, -0.0259, 0.0358
O, 0.0109, -0.0295, 0.0283
O, 0.0016, -0.0377, 0.0301
O, -0.0024, 0.0136, 0.0372
O, -0.0035, 0.0286, 0.0286
O, -0.0013, -0.0216, 0.0447
O, -0.0012, -0.0227, 0.0515
Si, -0.0163, 0.004, 0.1243
Si, 0.0098, 0.0076, -0.0061
Si, 0.0162, -0.0008, -0.0029
Si, -0.0108, -0.0034, 0.013
Si, 0.0018, 0.0065, -0.0006
Si, -0.0024, -0.0031, -0.0394
Si, -0.0083, -0.0186, 0.1113
Si, 0.0049, -0.0172, 0.0384
Si, -0.0027, 0.0029, 0.0101
Si, -0.0077, -0.0035, 0.0104
Si, 0.0085, -0.0215, 0.0376
Si, 0.0014, 0.0004, -0.0163
Si, 0.0028, 0.0071, -0.0247
Si, 0.0022, -0.0049, 0.0015
Si, 0.0016, -0.0061, -0.0289
Si, 0.0009, -0.0009, -0.0174
Si, 0.0015, 0.0001, -0.0161
Si, -0.0002, 0.0058, -0.0009
Si, 0.0015, -0.0044, 0.0026
Si, -0.0044, 0.0092, 0.0224
Si, -0.001, 0.006, -0.0429
Si, -0.0017, 0.0013, -0.0062
Si, -0.0027, 0.0006, 0.104
Si, -0.0007, -0.0022, -0.0317
Si, -0.003, 0.0017, 0.0412
Si, -0.0048, 0.0083, 0.0203
Si, -0.0004, -0.0118, -0.0384
Si, 0.0087, 0.0014, -0.0038
Si, -0.0011, -0.0019, 0.0129
Si, 0.0382, -0.0306, 0.0949
Si, -0.0112, 0.0119, 0.0357
Si, 0.0005, 0.014, 0.0911
Si, 0.0001, 0.004, -0.0392
Si, 0.0006, -0.002, 0.0099
Si, -0.0127, -0.0003, 0.0802
Si, 0.0074, -0.0058, -0.0413
Si, -0.0054, 0.0091, 0.0096
Si, 0.0162, 0.0164, 0.0568
Si, -0.0116, -0.0077, -0.0098
O, 0.0119, -0.0127, -0.0218
O, 0.0177, -0.0067, -0.0254
O, -0.0013, 0.0027, 0.0047
O, -0.0094, -0.0135, 0.0197
O, -0.0009, -0.0015, -0.0019
O, 0.0109, -0.0245, -0.0483
O, -0.0094, -0.0148, -0.0062
O, 0.001, 0.0036, -0.0133
O, 0.0043, -0.003, -0.0059
O, 0.0093, 0.0039, 0.0318
O, -0.0089, 0.018, -0.0061
O, 0.0152, -0.0146, -0.0395
O, -0.0061, -0.0033, -0.0001
O, -0.0123, -0.0017, -0.0065
O, -0.0334, 0.0082, -0.0616
O, -0.0038, 0.0001, -0.0033
O, 0.0171, -0.0218, -0.0314
O, 0.0195, -0.0002, -0.0189
O, 0.0002, 0.0189, 0.0109
O, 0.0073, -0.0014, 0.0046
O, 0.0209, -0.0057, -0.0026
O, -0.0081, -0.0172, -0.0151
O, -0.0091, 0.0046, 0.0038
O, 0.0071, 0.0046, -0.0011
O, 0.0092, 0.0087, -0.0036
O, -0.0003, -0.0021, -0.0031
O, 0.0031, 0.0092, -0.0047
O, -0.008, -0.0125, -0.0088
O, -0.0144, -0.0156, 0.0206
O, -0.0024, 0.0075, -0.003
O, -0.0005, 0.0004, 0.0015
O, -0.0056, 0.002, 0.0015
O, -0.0098, 0.0247, -0.0446
O, 0.0008, 0.0009, -0.001
O, 0.0211, 0.0201, -0.0135
O, 0.0003, 0.0003, -0.0059
O, 0.0024, 0.0055, -0.0092
O, -0.0128, -0.0007, -0.0266
O, -0.0001, -0.0003, 0.0005
O, -0.0045, 0.0016, 0.0031
O, 0.0006, -0.0041, 0.0067
O, 0.0022, -0.0251, -0.0089
O, -0.0107, 0.0152, -0.0128
O, 0.0016, -0.0031, -0.0013
O, 0.0054, 0.0035, 0.0061
O, -0.0163, 0.0082, -0.0055
O, 0.0114, -0.0052, -0.0212
O, -0.007, -0.0045, -0.0099
O, -0.0027, -0.0036, 0.0026
O, -0.0008, -0.0054, 0.0093
O, 0.0007, 0.0024, 0.0026
O, 0.0137, 0.0008, -0.0067
O, -0.0031, 0.0009, 0.003
O, 0.0082, 0.0259, -0.0392
O, -0.0157, 0.0108, 0.013
O, 0.0013, -0.0036, 0.0131
O, -0.0029, -0.0018, 0.0058
O, -0.0023, 0.0087, -0.0009
O, 0.0069, -0.0007, 0.009
O, -0.0036, -0.0098, -0.0144
O, -0.0048, -0.0112, 0.002
O, 0.0109, -0.0262, -0.0236
O, -0.0028, 0.0028, 0.0014
O, 0.0117, 0.0145, 0.017
O, -0.0227, 0.0286, -0.0582
O, 0.0156, 0.0064, 0.0125

The program warned: the cutoff lies below the one the program advises for these potential files; the exchange-correlation potential is rough where the density is thin.
